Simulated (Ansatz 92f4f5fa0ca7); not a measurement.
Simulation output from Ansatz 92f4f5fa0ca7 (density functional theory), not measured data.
Periodic cell of 226 atoms, Si133O92B1, from a study of silicon, its oxide and their interface. The atomic structure is a simulated model.
Doubt: the cutoff is far below the 930 eV that the study's wrapper takes by default for these files, so forces and energies are approximate.
This geometry differs little from another in the collection (a relaxation step or a small displacement).

Settings: functional PBE; potential files Ansatz PAW; basis plane waves; wave-function cutoff 580 eV; density cutoff ratio 5; exchange-correlation grid ratio 1; k mesh 1 x 1 x 1, Gamma-centred; self-consistency stop 5e-08 eV per atom in the density residual; occupations fixed; spin none; net charge -1 e, with a uniform compensating background and no finite-size correction.

Cell vectors (angstrom)
a 10.938 0 0
b 0 10.938 0
c 0 0 31.9494

Atoms: element, x, y, z (angstrom)
Si 10.6221 -0.0013 24.4248
Si 5.0682 0.121 24.668
Si 2.8136 2.2901 24.5411
Si 8.5635 2.4312 24.5694
Si 10.6983 5.583 24.3415
Si 5.1513 5.6105 24.4578
Si 2.9813 7.9471 24.4134
Si 8.4077 7.8268 24.424
Si 1.285 1.1295 25.8518
Si 6.8076 1.3253 25.7468
Si 3.9776 4.009 25.7399
Si 9.6785 4.0188 25.861
Si 1.3294 6.7912 25.6767
Si 6.7952 6.7203 25.7618
Si 3.9931 9.4641 25.9632
Si 9.4756 9.4381 25.806
Si 2.6296 -0.1347 27.3018
Si 8.1343 -0.0678 27.1556
Si 0.07 2.6532 27.2255
Si 5.4448 2.7199 27.1226
Si 2.6598 5.4159 27.1212
Si 8.1842 5.3688 27.1475
Si 0.0037 8.152 27.1423
Si 5.5026 8.1405 27.1959
Si 4.0785 1.3271 28.5118
Si 9.5372 1.3169 28.5245
Si 1.3802 4.0674 28.5799
Si 6.7987 4.062 28.5396
Si 4.0728 6.778 28.5095
Si 9.5513 6.7812 28.4989
Si 1.2851 9.4815 28.6418
Si 6.8168 9.5376 28.577
Si -0.0494 -0.0188 29.9542
Si 5.4431 -0.0116 29.915
Si 2.7648 2.7155 29.9194
Si 8.1784 2.7059 29.8942
Si -0.0235 5.4423 29.9097
Si 5.4493 5.4495 29.912
Si 2.7277 8.1454 29.9319
Si 8.2162 8.1747 29.9
Si 1.3616 1.3789 31.278
Si 6.8125 1.372 31.2811
Si 4.1043 4.0881 31.3046
Si 9.5374 4.089 31.2746
Si 1.3456 6.8117 31.2978
Si 6.822 6.8476 31.2718
Si 4.0785 9.5649 31.2854
Si 9.5422 9.5459 31.3136
Si 2.736 0.0277 0.7074
Si 8.1883 0.0205 0.6942
Si 0.0024 2.7637 0.7025
Si 5.4782 2.7509 0.7372
Si 2.7297 5.4693 0.7096
Si 8.2027 5.4996 0.6969
Si 0.0065 8.214 0.7359
Si 5.4716 8.2331 0.7129
Si 4.0952 1.397 2.1073
Si 9.5904 1.3712 2.0509
Si 1.3406 4.1564 2.0933
Si 6.8311 4.1684 2.0774
Si 4.0892 6.8633 2.0656
Si 9.5722 6.8529 2.1068
Si 1.3715 9.6211 2.0852
Si 6.8227 9.6431 2.08
Si 0.0196 0.0514 3.4799
Si 5.4706 0.0468 3.5016
Si 2.7195 2.8056 3.4378
Si 8.2487 2.7925 3.3647
Si 0.0301 5.5409 3.5275
Si 5.4632 5.5417 3.4647
Si 2.7369 8.2521 3.4318
Si 8.2151 8.2924 3.4143
Si 1.3725 1.4713 4.8462
Si 6.8983 1.5032 4.7593
Si 4.0201 4.215 4.8163
Si 9.5832 4.098 4.8071
Si 1.4114 6.9621 4.9035
Si 6.7976 7.0321 4.7807
Si 4.115 9.546 4.8459
Si 9.6098 9.5932 4.8416
Si 2.7512 0.0423 6.1302
Si 8.2791 0.1216 6.103
Si 0.0452 2.8399 6.3055
Si 5.4953 2.8853 6.0879
Si 2.9048 5.7538 6.2815
Si 8.2157 5.613 5.9764
Si 0.0441 8.3195 6.3576
Si 5.3855 8.1959 6.351
Si 4.4177 1.198 7.3125
Si 9.8225 1.1771 7.6049
Si 1.2349 4.5782 7.4792
Si 6.535 4.6466 7.2797
B 4.3376 6.6661 7.6099
Si 9.7288 6.6242 7.4797
Si 1.2763 9.942 7.6848
Si 6.6758 9.929 7.3947
O 9.5802 1.236 23.9792
O 4.0995 6.7987 23.9419
O 4.0025 1.2359 24.0336
O 9.5261 6.696 23.8938
O -0.0224 5.5644 8.004
O 5.5613 0.1371 7.8842
O 0.0733 0.1078 8.1533
O 5.4132 5.711 7.8539
O 7.4795 4.0623 8.5017
O 8.7272 7.0551 8.7498
O 2.1941 9.4011 8.9912
O 8.8689 1.758 8.8664
O 7.5953 9.4842 8.7105
O 3.6123 1.8184 8.6045
O 3.6837 7.1808 8.828
O 2.0592 4.0071 8.8103
O 8.138 3.48 23.3543
O 0.4408 4.9234 22.9522
O 1.8964 2.7339 23.2428
O 5.8291 4.9041 23.12
O 5.5106 9.9956 23.4893
O 2.4398 8.6816 23.0208
O 0.1892 10.0676 23.0825
O 7.7703 8.5679 23.076
Si 8.6643 7.6958 18.4265
Si 8.8083 6.3686 13.6216
Si 3.8141 1.539 14.7083
Si 2.1455 5.7375 17.6195
Si 2.4184 3.1326 19.4897
Si 9.8528 9.0284 12.043
Si 1.3286 9.4143 22.0795
Si 9.1936 0.9701 13.1684
Si 1.4262 5.059 13.0036
Si 1.8397 8.2354 12.7235
Si 6.643 9.5524 22.4248
Si 4.5428 4.5977 15.6962
Si 8.1748 3.0748 9.5584
Si 0.8468 8.2384 19.2556
Si 6.9515 1.3443 21.0843
Si 8.2193 8.3188 9.6523
Si 10.8955 5.198 15.5941
Si 7.5841 9.4926 16.2852
Si 9.9341 2.0473 20.2883
Si 3.269 8.4196 9.8003
Si 6.7088 3.3441 17.4053
Si 1.1692 0.1981 19.7974
Si 3.2435 2.8252 12.284
Si 7.2233 5.3935 19.6818
Si 5.7486 8.66 11.513
Si 5.8031 6.0825 13.1868
Si 4.6464 9.6986 17.5864
Si 1.0173 3.5898 22.1772
Si 4.9033 1.4718 18.7897
Si 3.1965 3.0903 9.5037
Si 6.4646 10.8144 13.7551
Si 10.3723 0.1118 15.9375
Si 5.6705 3.6568 11.1504
Si 9.8437 3.9083 11.876
Si 2.3682 9.9089 15.48
Si 6.0818 8.1261 19.7832
Si 6.9341 3.9708 22.3764
Si 9.7701 2.7619 17.3523
O 7.2161 6.4022 13.9565
O 1.8888 7.0491 18.673
O 10.3103 4.0169 16.5114
O 6.1837 9.956 17.0288
O 10.1646 0.7353 14.4528
O 8.4512 6.1155 18.8531
O 5.1934 0.6894 14.4103
O 5.7336 2.0503 17.521
O 8.348 1.93 20.5337
O 2.001 4.2911 18.4019
O 6.9752 2.7935 10.6615
O 4.8789 2.7177 12.2294
O 6.0426 4.3907 16.3467
O 4.567 3.9176 9.9471
O 10.6882 2.7648 21.5466
O 9.724 6.1579 14.9762
O 6.0137 6.4887 19.8286
O 4.0939 0.1612 18.2523
O 9.3 10.549 12.2696
O 2.8622 4.3659 12.7064
O 1.9135 10.6926 21.2043
O 3.9958 2.7068 19.3761
O 0.753 10.0355 15.9094
O 1.2816 9.7952 18.8261
O 1.7159 1.6531 19.2687
O 8.9645 10.3715 16.4581
O 4.886 8.5797 18.7623
O 9.5725 8.7618 10.4635
O 6.7592 4.0825 18.8546
O 2.8476 1.7293 13.3971
O 5.83 8.7771 21.2461
O 2.545 2.4575 10.8712
O 7.6151 4.8532 21.1723
O 5.2152 7.4836 12.5518
O 0.4852 9.0672 12.4098
O 7.6008 1.0477 13.5495
O 7.1186 9.6276 14.718
O 8.9979 5.0323 12.7027
O 8.0996 8.0323 16.8984
O 6.2157 2.5751 21.884
O 2.4873 9.064 14.0402
O 0.4319 4.4889 11.8428
O 0.8141 8.312 20.9272
O 9.3678 3.8702 10.3316
O 9.6671 2.3895 12.4993
O 7.629 8.5625 19.3799
O 2.5884 8.0767 11.2801
O 3.9991 3.053 15.3696
O 0.8369 4.4953 14.4196
O 10.0623 2.9843 18.9464
O 9.2061 7.8067 12.9428
O 10.5161 0.5254 20.0713
O 6.0473 5.0421 11.9362
O 8.1669 2.7396 17.0088
O 3.5441 5.4696 16.7226
O 4.6751 9.1069 10.3559
O 1.534 6.6785 13.1597
O 4.7864 5.4957 14.3439
O 2.0458 3.8406 20.9202
O 10.5606 1.3893 16.9442
O 0.9528 6.0582 16.5516
O 7.3356 10.9485 21.9332
O 5.9283 0.8985 19.9133
O 6.0681 10.0264 12.3787
O 2.8724 0.5308 15.5702
O 7.0743 8.0029 10.7904
O 10.2506 8.01 18.6778
O 3.4662 9.1867 16.5321

Results
free energy: -137021.911 eV
free energy less fixed offsets of B -154.04, O -568.88, Si -635.61 eV per atom: 5.219 eV

Forces (eV/angstrom), in the order of the atoms: element, x, y, z
Si 0.0078 -0.0114 -0.027
Si 0.0043 -0.0151 -0.0234
Si -0.0122 0.0036 -0.0258
Si -0.0054 0.0122 -0.0223
Si 0.0094 -0.0113 -0.0256
Si 0.0151 -0.0074 -0.0249
Si -0.0065 0.0156 -0.0237
Si -0.0125 0.0083 -0.0304
Si -0.0045 0.0008 -0.0038
Si 0.001 -0.0004 0.0024
Si -0.0025 0.0001 0.0067
Si -0.0024 0.0009 -0.0007
Si 0.0007 -0.0015 0.0048
Si 0.001 0.0015 0.0031
Si 0.0081 -0.0041 -0.0056
Si 0.0012 -0.0001 0.0048
Si 0.003 0.0031 -0.0051
Si 0.0034 0.0034 0.0051
Si -0.0017 0.0003 0.0004
Si -0.0013 -0.0023 0.0042
Si 0.0031 0.0048 0.0091
Si 0.0016 0.0015 0.002
Si 0.0003 -0.0001 0.0034
Si -0.002 -0.0002 0.001
Si 0.0064 0.0074 -0.0048
Si -0.0049 -0.0071 -0.0069
Si 0.0148 -0.0056 0.0123
Si -0.0015 -0.003 0.0027
Si 0.0011 -0.0094 -0.0097
Si 0.0048 -0.0035 -0.0127
Si -0.0184 -0.0136 0.0338
Si 0.0036 -0.0012 0.0107
Si 0.0014 -0.0157 -0.0062
Si 0.0097 -0.0065 -0.0027
Si -0.0051 0.0198 -0.0016
Si -0.0079 -0.0013 0.0018
Si -0.0012 -0.0037 -0.0011
Si -0.0048 -0.0067 0.0025
Si -0.0149 0.0106 -0.0038
Si -0.006 0.016 0.002
Si 0.0038 -0.0004 -0.0039
Si 0.0023 0.0006 0.0016
Si 0.005 -0.0088 -0.0006
Si 0.0013 0.0057 -0.0048
Si 0.0021 0.0042 0.0021
Si 0.0062 0.0033 -0.0024
Si 0.0022 0.0061 -0.0001
Si -0.0012 0.003 -0.0037
Si -0.0169 -0.0052 0.0089
Si 0.0002 -0.0041 -0.0019
Si -0.0042 -0.0052 -0.0003
Si -0.0055 0.0061 -0.0091
Si 0.0034 -0.0004 0.0003
Si -0.0017 -0.0133 0.0122
Si 0.0011 0.001 -0.0055
Si -0.0002 -0.0003 0.0037
Si 0.0339 0.0092 -0.0061
Si -0.0185 0.0007 0.007
Si 0.0239 0.0014 -0.0029
Si 0.0076 -0.0109 0.0099
Si -0.0089 -0.0124 0.0121
Si 0.0017 0.0291 -0.0062
Si 0.012 -0.002 0.0012
Si 0.0082 -0.0032 -0.005
Si 0.0097 -0.0018 0.0134
Si -0.0324 -0.0129 0.0086
Si -0.0429 -0.004 0.0005
Si 0.0053 0.0231 -0.0354
Si 0.0041 -0.0372 0.0057
Si 0.0108 0.0203 0.0136
Si -0.0123 0.0116 -0.0037
Si 0.0077 -0.0048 0.0001
Si -0.0097 -0.0057 0.0064
Si 0.0046 -0.0168 0.0072
Si 0.0511 0.0337 -0.0061
Si -0.0072 -0.0099 0.0147
Si 0.0304 0.0575 -0.0276
Si -0.0481 0 0.0206
Si 0.0161 0.0105 -0.0072
Si -0.004 0.0065 -0.0084
Si 0.0061 0.0165 -0.0283
Si -0.0121 -0.0109 0.0469
Si 0.0078 0.0151 0.013
Si -0.0009 -0.0184 -0.0222
Si -0.1958 -0.143 -0.1163
Si -0.0086 -0.0165 -0.0301
Si -0.0083 0.0107 -0.019
Si -0.087 -0.144 0.0608
Si -0.0131 -0.0235 0.0319
Si -0.0212 0.021 -0.0415
Si 0.0182 -0.0391 -0.0277
Si -0.04 0.0652 0.122
B 0.2671 0.4062 0.0117
Si -0.0143 -0.0147 0.1033
Si -0.0001 0.0265 0.0941
Si -0.016 -0.0628 -0.0935
O 0.0014 0.0024 0.0066
O -0.0013 0.001 0.0047
O 0.0012 0.0042 0.0057
O 0.0011 0.0027 0.0064
O -0.0051 0.0147 -0.0293
O 0.0208 0.0117 0.0194
O 0.0188 -0.0259 -0.0147
O 0.0874 -0.1403 0.0366
O -0.0643 0.0526 -0.1033
O 0.0243 -0.0224 -0.0505
O -0.0229 0.0149 -0.0483
O 0.017 -0.0237 -0.0094
O -0.005 0.0271 -0.005
O 0.0086 -0.0236 -0.0406
O 0.0029 -0.0663 -0.0353
O -0.0372 0.0249 0.0173
O 0.0148 -0.0136 0.0218
O -0.0135 0.0197 0.0221
O 0.0189 -0.0117 0.0272
O -0.0192 0.0173 0.0228
O -0.0113 0.0124 0.0191
O 0.0163 -0.0167 0.0241
O -0.0189 0.0183 0.0275
O 0.0169 -0.0175 0.0201
Si 0.0003 -0.0012 0.0017
Si 0.0026 -0.0009 -0.0143
Si 0.0008 -0.0027 -0.008
Si 0.0034 0.0005 -0.0019
Si 0.0081 -0.0038 -0.0052
Si 0.0031 0.0043 0.0079
Si 0.001 0.001 -0.0355
Si 0.001 -0.0033 -0.0095
Si -0.0045 -0.0003 -0.0129
Si -0.0116 0.0022 0.0079
Si -0.0074 0.0046 -0.0233
Si 0.0007 -0.0052 -0.0049
Si 0.0318 -0.0167 0.0753
Si -0.0014 -0.0046 -0.0097
Si -0.0013 -0.0007 -0.0065
Si 0.015 0.0123 0.0597
Si -0.0014 -0.001 -0.0036
Si 0.001 0.0026 -0.0044
Si -0.0017 -0.0032 -0.0065
Si -0.0185 -0.0039 0.0598
Si 0.0003 -0.0031 -0.0075
Si -0.002 0.0021 -0.0021
Si -0.0026 0.0057 0.0073
Si -0.0027 0.0068 -0.0074
Si 0.0028 -0.0007 0.021
Si 0.0022 0.0004 0.0004
Si -0.0001 0.0025 -0.0053
Si -0.0023 -0.0086 -0.0327
Si -0.0047 0.001 -0.0032
Si 0.0141 0.0375 0.0656
Si 0.0033 0.0055 -0.0038
Si 0.0002 -0.0039 -0.0057
Si -0.0075 0.0079 0.0161
Si 0.0081 0.0038 0.0142
Si -0.0003 0.0041 -0.0016
Si 0.0021 -0.0059 -0.0063
Si 0.0033 -0.0045 -0.0271
Si -0.0037 -0.0025 -0.0095
O -0.0056 -0.0005 0.0063
O -0.0028 0.0046 -0.0009
O 0.0011 0.0029 0.0033
O 0.0001 0.0009 0.0031
O -0.0051 0.0042 -0.0015
O -0.0018 -0.0028 -0.0009
O 0.0048 -0.002 0.0068
O -0.0016 -0.0012 0.0045
O -0.0074 -0.0021 -0.0016
O -0.0018 -0.0056 0.0037
O 0.0194 -0.0029 -0.0142
O 0.0052 0.0028 0.0007
O -0.0032 0.0015 0.0038
O -0.0133 -0.0046 -0.019
O 0.0105 0.0104 0.0094
O -0.0056 0.0026 0.0007
O 0 0.0001 -0.0034
O 0.0006 0.0017 -0.0007
O 0.0014 -0.0113 0.0074
O 0.0088 -0.0077 0.0042
O 0 -0.0098 0.0101
O -0.0028 0.0018 -0.0035
O 0.0003 -0.0005 0.0059
O -0.0001 0.0016 0.0035
O -0.0022 -0.0006 -0.0026
O 0.0006 0.0009 0.0037
O 0.003 -0.003 0.0037
O -0.0134 -0.0118 -0.025
O 0.0014 0.0038 0.0036
O -0.0019 0.0068 -0.0025
O 0.0064 0.0115 0.0173
O -0.0028 -0.0049 -0.0117
O -0.004 -0.0118 0.0173
O 0.0004 0.0132 -0.0018
O -0.0015 -0.0007 0.0084
O 0.0021 0.0006 0.0096
O -0.0033 0.0029 -0.0004
O 0.0048 -0.0127 0.0027
O 0.0012 -0.0015 0.0054
O 0.0013 0.0107 0.003
O 0.0004 -0.0095 -0.005
O -0.0048 -0.0038 0.0006
O 0.0037 0.0086 0.016
O -0.0203 -0.0068 -0.0283
O 0.0008 0.011 0.0034
O -0.005 0.0009 -0.002
O 0.019 0.0019 -0.0372
O -0.0001 -0.0016 0.0055
O 0.0069 0.0003 -0.0011
O 0.0009 -0.0032 0.0075
O 0.0021 0.0109 0.0035
O -0.0018 0.0027 -0.0029
O 0 -0.0155 -0.0048
O 0.0018 0.0002 0.0047
O 0.001 -0.0005 0.002
O -0.0082 -0.0073 -0.0235
O 0.0038 0.0051 0.0111
O 0.0047 0.0057 -0.0013
O -0.0114 0.0033 0.0168
O 0.0003 0.0008 0.0032
O -0.0017 -0.001 0.002
O -0.0005 -0.0108 0.0021
O 0.0115 0.0005 0.0069
O -0.0063 -0.0176 -0.0103
O 0.0025 0.004 0.0054
O 0.0109 -0.0033 -0.0162
O 0.0049 0.0017 -0.001
O -0.0013 -0.0006 0.0038

The program warned: the cutoff lies below the one the program advises for these potential files; the exchange-correlation potential is rough where the density is thin.
